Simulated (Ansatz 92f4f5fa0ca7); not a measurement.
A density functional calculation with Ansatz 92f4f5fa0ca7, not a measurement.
Periodic cell of 237 atoms, Si145O90As2, from a study of silicon, its oxide and their interface. The atomic structure is a simulated model.
Doubt: the cutoff is far below the 930 eV that the study's wrapper takes by default for these files, so forces and energies are approximate.
This geometry differs little from another in the collection (a relaxation step or a small displacement).

Settings
functional: PBE
potential files: Ansatz PAW
basis: plane waves
wave-function cutoff: 580 eV
density cutoff ratio: 5
exchange-correlation grid ratio: 1
k mesh: 1 x 1 x 1, Gamma-centred
self-consistency stop: 5e-08 eV per atom in the density residual
occupations: fixed
spin: none
net charge: 0

Cell vectors (angstrom)
a, 11.6015, 0, 0
b, 0, 10.938, 0
c, 0, 0, 32.0622

Atoms and the computed forces on them: element, x, y, z (angstrom), force x, y, z (eV/angstrom)
Si, -0.2055, -0.0658, 23.2816, -0.0026, 0.0014, -0.0003
Si, 3.6692, 0.1977, 23.1104, 0.0008, -0.001, -0.0013
Si, 7.5461, -0.1286, 23.4512, -0.0013, 0.0014, 0.0007
Si, 1.6818, 1.3666, 23.4193, -0.0011, -0.0017, -0.0019
Si, 5.7289, 1.4096, 23.1946, -0.0005, -0.001, -0.0037
Si, 9.4391, 1.2319, 23.3634, 0.001, -0.0016, 0.0006
Si, 0.1482, 5.311, 23.4634, -0.0035, -0.0013, 0.004
Si, 4.112, 5.3007, 23.4011, 0.001, -0.0005, -0.0022
Si, 8.0207, 5.6157, 23.5378, -0.0012, -0.0009, -0.0049
Si, 2.1451, 6.5813, 23.3563, -0.0027, -0.0002, -0.005
Si, 5.9503, 6.7771, 23.4913, -0.0015, 0.002, 0.0004
Si, 10.0011, 6.8702, 23.5922, 0.0007, -0.0009, -0.0039
Si, 1.8975, 2.6654, 25.3811, 0.0005, -0.0012, 0
Si, 5.8258, 2.6618, 25.2571, 0.0004, 0.0007, -0.0007
Si, 9.6215, 2.6954, 25.2613, 0, 0.0008, -0.0015
Si, 11.5925, 4.0077, 25.3919, 0.0008, -0.0011, -0.0007
Si, 3.8853, 3.9751, 25.3261, -0.0009, 0.0004, 0.0005
Si, 7.734, 4.1034, 25.3433, 0.0009, 0.0025, 0.0008
Si, 1.9701, 8.1485, 25.1861, 0.0008, -0.0006, 0.0007
Si, 5.7747, 8.1703, 25.3784, 0.0005, 0.0006, 0.0012
Si, 9.7065, 8.263, 25.4286, -0.0016, 0.0007, 0.0011
Si, 11.6358, 9.5573, 25.2651, 0.0002, -0.0007, -0.0017
Si, 3.8642, 9.5858, 25.0765, 0.0002, 0.0003, -0.0005
Si, 7.6888, 9.5241, 25.4108, 0.0004, 0.0008, -0.0002
Si, 11.6464, -0.0095, 27.2063, -0.0013, -0.0004, -0.001
Si, 3.8983, -0.0542, 27.1222, -0.0008, -0.0014, -0.0006
Si, 7.7562, -0.0123, 27.2865, 0, -0.0005, 0.0007
Si, 1.9825, 1.3121, 27.2779, -0.0001, 0.0006, 0.0005
Si, 5.8245, 1.324, 27.2059, -0.0011, 0.0001, -0.0008
Si, 9.6924, 1.3353, 27.206, -0.0007, 0.0003, 0.0001
Si, 11.5905, 5.4722, 27.242, 0, 0.0008, 0.0005
Si, 3.843, 5.4233, 27.2185, -0.0009, -0.0005, -0.0001
Si, 7.7089, 5.4629, 27.2702, -0.0006, -0.0003, 0.0001
Si, 1.9354, 6.8284, 27.1782, -0.0004, -0.0006, -0.0002
Si, 5.7566, 6.7989, 27.2818, 0.0007, 0.0001, 0.0008
Si, 9.6515, 6.8155, 27.2822, -0.0017, 0.0006, -0.0002
Si, 1.9457, 2.7238, 29.1745, -0.0024, -0.0016, -0.0001
Si, 5.7931, 2.711, 29.1418, 0.0001, -0.0002, 0.002
Si, 9.6807, 2.7242, 29.1441, -0.0022, 0, 0.0014
Si, 0.0122, 4.0955, 29.1657, 0.0009, -0.0003, -0.0004
Si, 3.8665, 4.0883, 29.1685, 0.0003, 0.0009, -0.0011
Si, 7.7307, 4.0768, 29.1765, -0.0004, 0.0001, -0.0025
Si, 1.9424, 8.1886, 29.1359, -0.0002, -0.0007, -0.0012
Si, 5.7871, 8.1967, 29.18, 0.0002, -0.0014, -0.002
Si, 9.6723, 8.205, 29.1863, 0.001, -0.0002, -0.003
Si, 0.009, 9.5621, 29.1497, -0.0007, 0.0009, 0.0021
Si, 3.8695, 9.5727, 29.123, -0.0014, 0.0039, 0.0025
Si, 7.7316, 9.5469, 29.1921, -0.0026, 0.0008, 0
Si, 0, 0, 31.0965, 0.0518, 0.0154, -0.0716
Si, 3.8672, 0, 31.0965, -0.025, -0.0156, -0.2429
Si, 7.7343, 0, 31.0965, -0.0222, 0.0623, 0.1108
Si, 1.9336, 1.3673, 31.0965, -0.0049, -0.0756, 0.0939
Si, 5.8008, 1.3673, 31.0965, -0.0072, -0.0089, -0.1152
Si, 9.6679, 1.3673, 31.0965, 0.0152, -0.0796, -0.077
Si, 0, 5.469, 31.0965, 0.013, 0.0051, 0.0279
Si, 3.8672, 5.469, 31.0965, 0.0331, 0.0237, -0.0023
Si, 7.7343, 5.469, 31.0965, -0.0067, -0.0295, 0.015
Si, 1.9336, 6.8362, 31.0965, 0.015, -0.0174, -0.1283
Si, 5.8008, 6.8362, 31.0965, -0.0252, -0.0753, 0.1168
Si, 9.6679, 6.8362, 31.0965, 0.0404, -0.1428, 0.146
Si, 1.9336, 2.7345, 0.9679, -0.0167, 0.0447, 0.0291
Si, 5.8008, 2.7345, 0.9679, -0.0037, 0.0564, -0.3128
Si, 9.6679, 2.7345, 0.9679, 0.0278, 0.0091, 0.0712
Si, 0, 4.1018, 0.9679, -0.0524, 0.0098, -0.0131
Si, 3.8672, 4.1018, 0.9679, 0.0061, 0.0055, 0.0651
Si, 7.7343, 4.1018, 0.9679, 0.081, 0.082, 0.1236
Si, 1.9336, 8.2035, 0.9679, -0.0019, 0.0256, 0.0103
Si, 5.8008, 8.2035, 0.9679, -0.0204, 0.0563, -0.0168
Si, 9.6679, 8.2035, 0.9679, 0.0769, 0.0924, 0.1166
Si, 0, 9.5708, 0.9679, -0.048, 0.034, 0.0624
Si, 3.8672, 9.5708, 0.9679, 0.008, -0.0217, -0.0933
Si, 7.7343, 9.5708, 0.9679, 0.0654, -0.0485, 0.0821
Si, 11.6131, 0.0061, 2.9192, -0.003, -0.0023, -0.0028
Si, 3.8522, 0.0106, 2.8942, -0.0037, -0.017, -0.0143
Si, 7.7606, 0.0041, 2.9047, 0.0028, -0.0055, -0.0009
Si, 1.9334, 1.3806, 2.9044, -0.0043, 0.0076, -0.0085
Si, 5.8263, 1.3379, 2.8407, 0.0008, 0.0123, -0.0014
Si, 9.6749, 1.3776, 2.9226, 0.0012, 0.0023, -0.0014
Si, 11.5948, 5.4617, 2.9049, 0.0018, -0.0007, -0.0032
Si, 3.8767, 5.4851, 2.902, -0.0027, -0.0006, 0.0046
Si, 7.7692, 5.5284, 2.8804, -0.0008, -0.0019, -0.0054
Si, 1.9222, 6.818, 2.8883, -0.004, 0.0026, 0.0072
Si, 5.8163, 6.8468, 2.8968, 0.0052, 0.0018, 0.003
Si, 9.6986, 6.8814, 2.94, -0.0057, -0.0012, 0.0019
Si, 1.9678, 2.7049, 4.8663, 0.0021, -0.0058, 0.0224
Si, 5.9128, 2.8701, 4.6191, -0.0189, -0.0121, -0.004
Si, 9.6373, 2.787, 4.8416, -0.0021, 0.0018, -0.0054
Si, 11.6118, 4.0818, 4.8347, -0.0017, -0.004, -0.0078
Si, 3.915, 4.0818, 4.8106, 0.0005, 0.0034, -0.0013
Si, 7.8054, 4.264, 4.863, 0.0072, -0.001, 0.0031
Si, 1.9164, 8.1433, 4.8382, -0.007, -0.011, -0.0093
Si, 5.7972, 8.2587, 4.7893, -0.0204, -0.0044, -0.007
Si, 9.6856, 8.2759, 4.904, 0.0055, 0.0004, -0.0026
Si, 11.643, 9.626, 4.8946, -0.0027, 0.0005, 0.0003
Si, 3.8228, 9.5187, 4.7558, 0.0146, 0.0035, -0.0028
Si, 7.7436, 9.6228, 4.8767, 0.0056, 0.0041, 0.0026
Si, 11.6046, 0.1625, 6.8097, 0.0154, -0.0021, 0.0097
As, 3.8109, -0.3206, 6.9581, 0.0757, -0.0027, -0.0924
Si, 7.7643, 0.0134, 6.8879, -0.0088, -0.009, 0.0051
Si, 2.1109, 1.3304, 6.8287, -0.0032, 0.0105, 0.0339
As, 5.7393, 1.2089, 6.3079, -0.011, 0.0119, 0.015
Si, 9.6854, 1.5258, 6.8491, 0, -0.0031, 0.0025
Si, 11.5337, 5.4794, 6.7429, -0.0025, 0.0034, 0.0049
Si, 3.9983, 5.3969, 6.782, -0.0086, 0.0026, -0.0112
Si, 7.7356, 5.667, 6.8367, -0.0012, 0.0027, 0.0029
Si, 1.9936, 6.6153, 6.692, 0.0115, -0.0016, 0.001
Si, 5.8011, 6.9686, 6.7499, 0.0015, 0.0007, -0.0094
Si, 9.7415, 7.0086, 6.9243, -0.0056, 0.0011, 0.0075
O, 9.909, 7.9332, 8.3261, -0.0021, -0.0059, -0.0074
O, 7.4665, 10.0389, 8.2488, 0.01, -0.0014, -0.0005
O, 7.435, 4.6982, 8.1575, -0.0005, -0.0025, -0.0013
O, 2.6616, 10.4915, 8.7399, -0.049, 0.0019, 0.0836
O, 2.1591, 7.457, 8.0987, -0.0053, -0.0032, -0.0011
O, 4.0784, 4.5389, 8.2246, 0.0039, -0.0013, 0.0094
O, 9.7831, 2.4449, 8.2356, -0.0028, 0, -0.0052
O, 2.6425, 2.3576, 8.035, 0.0027, -0.0126, -0.0137
O, 11.3822, 4.5752, 8.1256, -0.0005, 0.0045, -0.0057
O, 5.4083, 2.3234, 7.6958, 0.0123, -0.0045, -0.0048
O, 5.7956, 7.9401, 8.1038, 0.0005, 0.0099, 0.0162
O, 11.1567, 10.2707, 8.1575, -0.003, 0.01, -0.0149
O, 11.2436, 10.0986, 21.7981, -0.0012, -0.0023, 0.0003
O, 3.2385, 10.7009, 21.5346, 0, -0.0001, 0.002
O, 5.7181, 7.8169, 22.2062, 0.0021, 0.0037, -0.0015
O, 4.2229, 4.4532, 21.9547, -0.0028, 0.0016, 0.0015
O, 7.6678, 9.6888, 22.1959, -0.0009, -0.0014, -0.0005
O, 10.331, 7.6697, 22.1759, 0.0028, -0.0008, 0.0016
O, 1.6049, 2.383, 22.1095, -0.0001, -0.0005, 0.0016
O, 5.9426, 2.4404, 21.8849, -0.0009, -0.0014, 0.0017
O, 8.4304, 4.6849, 22.2198, -0.0004, 0.002, 0.0029
O, -0.0901, 4.43, 22.0539, -0.0013, -0.0049, 0.0003
O, 2.3137, 7.3511, 21.9028, -0.003, -0.0023, -0.0035
O, 9.1442, 1.8662, 21.8556, -0.0008, -0.0005, 0.0002
Si, 1.9125, 7.7237, 9.6655, -0.0086, -0.0025, 0.0073
Si, 5.0245, 0.6133, 17.6936, -0.0015, -0.0008, -0.0009
Si, 2.4311, 5.4432, 14.0954, -0.0019, -0.0009, 0.0011
Si, 10.52, 3.8511, 14.0304, -0.0018, 0.0002, 0.0027
Si, 8.2418, 2.3858, 15.2603, 0.0007, 0.0002, -0.0002
Si, 9.5544, 2.2351, 20.3277, -0.0025, -0.0006, -0.0013
Si, 10.5063, 3.633, 9.1185, 0.0009, -0.0002, 0.0091
Si, 0.0654, 2.2718, 11.5928, -0.0008, 0.0012, 0.006
Si, 10.9171, 8.0652, 15.4712, -0.0025, -0.0001, -0.002
Si, 5.1394, 6.9482, 14.0281, -0.0027, -0.001, 0.0008
Si, 5.6996, 2.6046, 11.1147, -0.0006, 0.0004, 0.0006
Si, 8.5612, 7.6443, 19.4123, -0.0056, -0.0008, -0.0014
Si, 8.116, 4.8316, 20.6314, -0.0025, 0.0009, -0.003
Si, 5.8944, 9.605, 15.2142, -0.001, 0.0004, -0.0004
Si, 2.0921, 7.6502, 20.3221, 0.0002, 0.002, -0.0035
Si, 1.9, 4.8882, 18.7944, -0.0043, -0.0014, 0
Si, 4.4859, 3.4675, 18.0255, -0.0009, 0, -0.0013
Si, 8.4452, 8.924, 16.8573, -0.0012, 0.0027, -0.0035
Si, 0.7386, 9.4618, 13.4097, -0.0035, -0.0014, 0.0015
Si, 9.8873, 10.6097, 11.7719, -0.001, 0.0021, 0.0029
Si, 5.3473, 3.7095, 21.0208, -0.0002, -0.0009, -0.0033
Si, 0.5031, 5.4694, 16.3039, -0.0023, -0.0004, -0.0025
Si, 10.7306, 9.0894, 9.1772, -0.0039, 0.0005, 0.0099
Si, 6.5452, 8.8955, 21.3079, -0.0031, -0.0029, -0.0088
Si, 7.0406, 7.1665, 11.4748, -0.0037, 0.0005, 0.0028
Si, 2.6239, 0.7103, 12.459, 0.0009, -0.0035, -0.003
Si, 10.8745, 8.6939, 21.0356, -0.0022, 0.0009, -0.003
Si, 6.0421, 4.3798, 15.6696, -0.0017, -0.0015, -0.0012
Si, 7.0437, 0.5055, 12.9856, -0.0024, -0.0001, 0.0005
Si, 4.1161, 2.9158, 8.5097, -0.0142, 0.0015, 0.0125
Si, 0.8317, 6.7835, 11.9602, -0.0033, 0.0021, 0.0061
Si, 6.376, 9.1081, 9.0923, -0.0145, 0.0032, -0.0044
Si, 0.6635, 3.2872, 21.1478, -0.0004, 0.0027, -0.0037
Si, 9.7157, 6.5243, 12.9206, -0.0004, 0.0015, 0.0052
Si, 7.706, 4.5629, 9.7613, -0.0025, -0.0021, 0.0068
Si, 3.9844, 10.0755, 20.2094, -0.0001, 0.0009, -0.002
Si, 4.189, 3.0645, 13.5927, -0.0023, 0.0014, 0.0018
Si, 3.6002, 10.0058, 9.9637, -0.0026, 0.0158, 0.0128
Si, 8.0343, 0.7853, 18.0353, -0.0034, -0.0061, -0.003
O, 11.4886, 3.2269, 12.8917, -0.0018, -0.0013, -0.0049
O, 9.3301, 4.4449, 9.9272, -0.0002, 0.0001, -0.0031
O, 8.7877, 3.586, 19.8558, -0.0006, -0.0004, 0.0004
O, 4.0232, -0.0328, 18.8134, -0.0007, -0.0013, 0.001
O, 11.2764, 4.4891, 15.3181, -0.0018, 0.0006, -0.0007
O, 9.837, 9.7215, 10.391, -0.0017, -0.0021, -0.0051
O, 3.6954, 1.5306, 13.3789, -0.0015, -0.0012, 0.0006
O, 0.5897, 8.9182, 14.9371, -0.0024, 0.0005, -0.001
O, 6.4589, 1.0304, 18.3864, 0.0028, 0.0006, -0.0013
O, 4.7428, 3.1754, 19.6152, -0.0015, 0.0006, 0.0022
O, 6.2124, 1.1833, 11.7479, -0.0004, 0.0018, 0.0006
O, 0.5055, 8.5404, 9.8227, 0.0049, -0.0015, -0.0016
O, 5.6394, 4.3565, 17.2625, -0.0027, -0.0002, 0.0006
O, 8.382, 7.2296, 12.3704, -0.0023, -0.0002, -0.0009
O, 4.432, 2.5304, 10.0675, -0.0014, 0.0014, -0.0071
O, 1.9947, 5.6587, 15.649, -0.0018, -0.0013, -0.0022
O, 3.4521, -0.1232, 11.361, -0.0015, -0.0069, -0.0238
O, 5.8271, 7.1854, 12.5627, 0.0033, -0.0002, -0.0047
O, 2.2458, 6.3767, 19.3383, -0.0024, 0.0006, 0.0022
O, 0.6038, 4.858, 17.8076, 0.0005, 0.0006, 0.0035
O, 8.3814, 10.732, 12.3786, -0.0014, 0.0004, -0.0008
O, 5.1958, 10.1022, 9.5763, -0.009, 0.0034, -0.0074
O, 0.5879, 8.2425, 20.1912, -0.0001, 0.0006, 0.0033
O, 9.7146, 2.5851, 14.6374, -0.0061, 0.0005, -0.0007
O, 1.8069, 10.6712, 13.4688, -0.0002, 0, 0.0005
O, 9.9066, 9.1034, 16.1862, -0.0037, -0.0027, 0.0013
O, 6.1264, 10.3543, 13.7816, -0.0007, -0.0009, 0.0011
O, 7.3815, 1.625, 14.1162, -0.0006, -0.0004, 0.0017
O, 1.6645, 3.9455, 20.0777, -0.0024, 0.0031, -0.0005
O, 5.9371, 5.8522, 14.9657, -0.0015, -0.0005, -0.001
O, 7.3091, 8.9491, 15.7062, 0.0015, 0.0001, 0.0028
O, 1.5597, 1.653, 11.67, -0.0072, 0.0045, 0.0001
O, 7.008, 8.4245, 10.4319, 0.0014, -0.0095, 0.0053
O, 4.3129, 2.0201, 17.2776, -0.0014, -0.0006, 0.0006
O, 6.9908, 3.2311, 10.3488, -0.0023, 0.0035, 0.0006
O, 11.399, 6.9209, 16.5124, -0.002, 0.0013, -0.0001
O, 8.1939, 10.1307, 17.8846, -0.0029, 0.0075, 0.0012
O, 3.2365, 8.4333, 10.2766, -0.0018, 0.0079, -0.0046
O, 7.5767, 3.8453, 15.5593, -0.002, -0.0014, 0.0007
O, 3.1254, 4.3234, 17.9094, -0.0017, -0.0009, 0.0004
O, 2.8233, 3.9146, 13.7504, -0.0018, 0.0029, -0.0003
O, 1.2989, 8.2681, 12.4604, -0.0013, -0.0003, -0.0014
O, 1.1428, 5.7513, 13.1637, -0.0001, 0.0005, 0.0006
O, 4.9398, 8.3312, 14.8755, -0.0008, 0.0003, 0.0009
O, 11.1751, 2.4048, 20.3112, 0.0007, 0.0001, 0.0017
O, 10.8667, 9.9214, 12.8748, -0.001, -0.0004, 0.0002
O, 5.1394, 3.5383, 12.3398, 0.0005, 0.0002, -0.0037
O, 5.0641, 3.2996, 14.9351, -0.0003, 0.001, 0.0008
O, 6.484, 4.8043, 20.562, -0.0009, -0.0016, 0.0006
O, 8.3914, 1.5345, 16.6372, -0.0024, 0.0005, -0.0009
O, 10.476, 1.1615, 11.4832, -0.002, 0.0014, -0.0006
O, 10.8252, 6.6794, 11.7307, -0.0017, -0.0005, -0.0008
O, 3.2495, 8.6803, 19.8397, -0.0028, -0.005, 0.0019
O, 1.6469, 6.3949, 10.5974, -0.0003, 0.0009, -0.0034
O, 7.1482, 8.1287, 20.0316, 0.0004, -0.0003, 0.0101
O, 8.4267, 7.5738, 17.7847, -0.0016, -0.0004, 0.0043
O, 3.6459, 6.4231, 13.7062, -0.0016, -0.0018, 0.0011
O, 9.5225, 4.9533, 13.3322, -0.0027, 0.0018, -0.0005
O, 5.5266, 9.9918, 20.7104, 0.0048, -0.0061, 0.0028
O, 10.155, 7.3404, 14.2417, -0.0017, 0.0006, 0.0002
O, 8.8049, 6.1406, 19.9723, -0.0012, 0.0017, -0.0009
O, 7.0678, 5.8139, 10.5698, -0.0009, 0.0018, 0.0005
O, 5.2557, 10.5721, 16.387, -0.0014, 0.0004, 0.0001
O, 9.0607, 1.141, 19.2416, -0.001, -0.0026, 0.0005
O, 11.5832, 3.1049, 10.2009, -0.0022, 0.0013, -0.0026
O, 9.7141, 8.7025, 19.89, 0.001, -0.0005, 0.0019

Results
free energy: -153071.039 eV
free energy less fixed offsets of As -4856.12, O -568.88, Si -635.61 eV per atom: 3.851 eV

The program warned: the cutoff lies below the one the program advises for these potential files; the forces do not sum to zero within the program's tolerance; the exchange-correlation potential is rough where the density is thin.
